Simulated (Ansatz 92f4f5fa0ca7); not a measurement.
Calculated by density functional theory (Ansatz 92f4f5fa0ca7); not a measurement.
Periodic cell of 221 atoms, Si132O88H1, from a study of silicon, its oxide and their interface. The atomic structure is a simulated model.
Doubt: the cutoff is far below the 930 eV that the study's wrapper takes by default for these files, so forces and energies are approximate.

Settings: functional PBE; potential files Ansatz PAW; basis plane waves; wave-function cutoff 580 eV; density cutoff ratio 5; exchange-correlation grid ratio 1; k mesh 1 x 1 x 1, Gamma-centred; self-consistency stop 5e-08 eV per atom in the density residual; occupations fixed; spin none; net charge +1 e, with a uniform compensating background and no finite-size correction.

Cell vectors (angstrom)
a	10.938	0	0
b	0	10.938	0
c	0	0	32.5623

Atoms and the computed forces on them: element, x, y, z (angstrom), force x, y, z (eV/angstrom)
Si	-0.2663	0.2905	25.1689	-0.0026	-0.0101	0.0044
Si	5.6631	-0.2945	25.1579	-0.0003	0.0104	-0.0279
Si	2.3592	2.9937	25.0878	0.0097	-0.0019	0.0068
Si	8.4614	2.51	25.1381	0.005	-0.012	-0.0353
Si	0.1274	5.2315	24.9588	0.0127	-0.0057	-0.0367
Si	5.2157	5.7856	25.0979	0.0062	-0.0197	-0.0003
Si	2.9778	7.9972	25.0537	-0.0011	-0.0061	-0.031
Si	7.8886	8.4321	25.0936	0.0216	-0.0029	0.0049
Si	1.3004	1.4288	26.4858	-0.0014	0.0023	-0.0023
Si	6.8192	1.3601	26.3918	-0.0071	0.0084	0.009
Si	4.0422	4.1325	26.3362	0.0001	-0.0038	-0.007
Si	9.5765	4.1145	26.4263	-0.0114	0.0098	0.0133
Si	1.3246	6.8287	26.2947	-0.0144	0.0125	0.0107
Si	6.7794	6.8783	26.4633	0.004	-0.0033	0.0001
Si	4.082	9.5318	26.4681	-0.0117	0.0078	0.0139
Si	9.5177	9.5781	26.3907	0.002	-0.0028	-0.0103
Si	2.7146	0.0206	27.7729	0.001	-0.0009	-0.0047
Si	8.183	0.0104	27.7918	0.0078	-0.0025	0.0055
Si	-0.0323	2.778	27.8439	0.0102	-0.0096	0.0021
Si	5.4371	2.7585	27.7297	-0.0023	0.001	-0.0096
Si	2.6982	5.4935	27.7486	0.0092	-0.0104	0.0067
Si	8.1863	5.486	27.7656	0.0019	0.0001	-0.0061
Si	-0.0101	8.2052	27.7264	0.0011	-0.0026	-0.014
Si	5.448	8.2168	27.8487	0.0033	-0.0075	-0.0002
Si	4.1018	1.3673	29.1441	0.0213	0.1094	-0.168
Si	9.5708	1.3673	29.1441	-0.1836	-0.0104	0.2693
Si	1.3673	4.1018	29.1441	0.1075	0.2755	0.2508
Si	6.8362	4.1018	29.1441	-0.1213	-0.0165	-0.2356
Si	4.1018	6.8362	29.1441	-0.2935	-0.1704	0.1997
Si	9.5708	6.8362	29.1441	0.049	0.0582	-0.2064
Si	1.3673	9.5708	29.1441	-0.1127	-0.0603	-0.2231
Si	6.8362	9.5708	29.1441	0.0239	0.1539	0.3636
Si	0	0	30.5113	-0.0316	-0.0186	-0.0194
Si	5.469	0	30.5113	0.0801	-0.0162	0.0051
Si	2.7345	2.7345	30.5113	0.0191	0.0406	-0.0197
Si	8.2035	2.7345	30.5113	-0.0172	-0.1162	0.0048
Si	0	5.469	30.5113	0.0739	0.001	-0.0052
Si	5.469	5.469	30.5113	-0.0693	-0.0449	-0.0125
Si	2.7345	8.2035	30.5113	0.0194	-0.0688	0.0001
Si	8.2035	8.2035	30.5113	0.0171	0.0347	-0.0203
Si	1.3673	1.3673	31.8786	-0.0005	0.0004	-0.0195
Si	6.8362	1.3673	31.8786	-0.0279	0.0658	-0.0049
Si	4.1018	4.1018	31.8786	0.0204	-0.0255	0.0015
Si	9.5708	4.1018	31.8786	0.0145	0.0635	-0.0369
Si	1.3673	6.8362	31.8786	-0.0882	0.0064	-0.0204
Si	6.8362	6.8362	31.8786	0.0141	0.0242	-0.0249
Si	4.1018	9.5708	31.8786	-0.0433	0.023	-0.0275
Si	9.5708	9.5708	31.8786	-0.0093	-0.0121	-0.0069
Si	2.7345	0	0.6835	0.0439	-0.0429	0.0269
Si	8.2035	0	0.6835	-0.0015	-0.0073	0.0094
Si	0	2.7345	0.6835	-0.023	-0.027	0.0127
Si	5.469	2.7345	0.6835	0.0202	-0.0355	0.03
Si	2.7345	5.469	0.6835	0.0011	0.0477	0.002
Si	8.2035	5.469	0.6835	0.0047	-0.0455	0.0233
Si	0	8.2035	0.6835	0.0662	-0.0152	0.0209
Si	5.469	8.2035	0.6835	-0.0031	-0.0081	0.0177
Si	4.1018	1.3673	2.0507	-0.056	0.0683	0.0012
Si	9.5708	1.3673	2.0507	0.0593	0.0351	0.0079
Si	1.3673	4.1018	2.0507	-0.0258	0.0292	0.0194
Si	6.8362	4.1018	2.0507	-0.0046	0.0612	0.0194
Si	4.1018	6.8362	2.0507	-0.0266	-0.0532	-0.015
Si	9.5708	6.8362	2.0507	-0.0209	0.0222	0.0263
Si	1.3673	9.5708	2.0507	-0.0899	0.0143	0.0106
Si	6.8362	9.5708	2.0507	0.0797	0.0121	-0.0059
Si	0	0	3.418	0.2013	0.0799	-0.329
Si	5.469	0	3.418	0.1108	0.0653	0.4571
Si	2.7345	2.7345	3.418	0.3015	-0.2558	0.0399
Si	8.2035	2.7345	3.418	-0.0933	-0.1764	0.0956
Si	0	5.469	3.418	0.0028	-0.1782	-0.0726
Si	5.469	5.469	3.418	-0.1933	-0.1122	-0.2869
Si	2.7345	8.2035	3.418	0.258	0.0766	0.0607
Si	8.2035	8.2035	3.418	-0.1381	0.157	-0.1922
Si	1.4315	1.2993	4.7814	-0.0143	-0.0007	-0.0011
Si	6.8567	1.3739	4.8605	0.0111	0.0032	0.01
Si	4.178	4.037	4.7941	-0.0355	0.0207	-0.0078
Si	9.5787	4.0727	4.7753	-0.0131	0.01	-0.0073
Si	1.4116	6.7944	4.7505	-0.0099	0.0012	0.0072
Si	6.7766	6.8714	4.7362	0.0075	0.0168	-0.0115
Si	4.1239	9.5618	4.8346	-0.0051	0.0017	-0.0013
Si	9.5623	9.611	4.7412	0.0158	0.0127	0.0291
Si	2.8183	-0.0168	6.2709	0.0086	-0.0076	-0.0023
Si	8.2658	0.0246	6.2305	-0.0053	-0.024	0.0035
Si	0.0371	2.6688	6.0901	0.0051	-0.0254	0.0273
Si	5.5659	2.7629	6.3247	0.0257	-0.0298	0.0005
Si	2.7742	5.4015	6.0976	0.0096	0.0006	0.0244
Si	8.1493	5.4895	6.0104	0.0104	-0.0239	-0.0091
Si	0.0534	8.2354	5.9931	0.0034	0.0055	-0.015
Si	5.4702	8.194	6.233	0.0018	0.0003	0.0427
Si	3.929	1.6352	7.6256	-0.006	-0.0074	0.0199
Si	9.9879	1.0856	7.527	0.0042	0.0205	-0.0575
Si	1.6152	3.7909	7.3762	-0.0071	0.0276	-0.0515
Si	6.7138	4.4883	7.5849	0.0052	-0.0035	0.0309
Si	4.3008	6.5246	7.4746	-0.0504	0.0527	-0.1879
Si	9.3558	7.0872	7.1547	0.0131	0.0086	0.033
Si	1.1943	9.6585	7.4583	-0.0262	0.0167	-0.022
Si	7.1701	9.2967	7.4849	-0.0324	0.0291	-0.0332
O	1.2685	4.1073	24.5	-0.014	0.0143	0.007
O	6.79	9.5678	24.5886	-0.0077	0.0007	0.0071
O	2.737	2.7263	7.9361	0.0219	-0.0154	0.0024
O	8.314	8.1621	7.8654	0.0083	-0.0174	-0.0006
O	5.4812	5.5072	8.0314	0.0834	-0.0604	0.0136
O	0.084	-0.1468	7.9098	0.031	-0.0243	0.0233
O	4.0998	6.8833	24.5449	-0.0125	0.0192	0.0104
O	9.5592	1.3857	24.6027	-0.0113	0.0152	0.0114
O	1.6348	8.8723	8.8558	-0.0164	0.0118	-0.0237
O	0.8847	4.2667	8.7691	0.0027	-0.0203	0.0194
O	9.7505	1.7485	9.0461	-0.0137	0.0293	-0.0153
O	6.6703	9.8766	8.9612	-0.0136	-0.0033	-0.033
O	4.4626	1.2385	9.15	0.0004	-0.0108	0.008
O	3.454	6.961	8.8191	0.043	-0.0191	0.0865
O	7.5484	4.193	9.0111	-0.0088	-0.0062	-0.0186
O	10.0437	6.2461	8.3651	-0.0244	0.0125	-0.0353
O	2.9027	2.1502	23.774	-0.0027	-0.0004	0.0031
O	4.8364	0.2528	23.8402	0.0037	-0.0068	0.0129
O	7.9156	3.3001	23.793	0.0082	-0.0034	0.0193
O	10.2972	5.7716	23.5686	0.0038	-0.0086	0.0197
O	8.4217	7.6809	23.7218	-0.0072	0.0024	0.0065
O	2.4253	8.749	23.6797	0.0065	-0.0023	0.0146
O	6.0423	5.2554	23.7645	-0.0009	0.0061	0.0082
O	0.5266	10.6368	23.8567	-0.0009	0.0043	0.0023
Si	3.2144	9.2593	11.9083	-0.0583	0.0778	-0.0544
Si	8.2145	4.7897	10.3753	0.0052	0.0062	0.012
Si	7.0729	4.7332	17.5076	0.0034	-0.006	0.0222
Si	4.2892	1.6004	23.131	-0.0003	0.0067	-0.0125
Si	12.3638	3.2831	19.2496	-0.0012	-0.018	0.0171
Si	8.0125	-2.9712	14.5176	0.0431	-0.0175	-0.002
Si	1.08	9.3707	23.0122	-0.0054	-0.0053	-0.0037
Si	4.0395	12.9011	20.1216	0.0104	0.0057	-0.0001
Si	-2.3585	2.9584	12.651	0.0027	0.0023	-0.0071
Si	-3.9232	14.1884	20.1674	-0.0006	-0.0017	-0.0021
Si	1.0963	-4.6212	18.5431	-0.0567	0.0138	0.012
Si	0.8724	11.2002	12.4581	-0.0002	-0.0045	0.0253
Si	10.3256	9.7735	14.8617	0.0281	0.0139	-0.0019
Si	-6.0158	3.1135	16.0687	0.0051	0.0014	0.0116
Si	7.1928	10.2621	10.4522	-0.1128	0.0272	-0.0361
Si	0.6641	17.6528	15.5093	-0.0086	0.0016	0.0096
Si	-1.3848	4.1813	15.4379	-0.0031	-0.006	-0.0011
Si	0.0011	5.4427	9.4216	-0.0158	-0.0154	0.01
Si	5.0093	7.4296	13.4827	0.0019	-0.0576	0.0687
Si	6.5597	3.8674	23.1032	-0.0048	-0.0011	-0.0197
Si	7.4599	7.6551	17.3895	-0.0029	-0.0239	0.0372
Si	9.8102	1.0593	10.5227	0.0355	0.0353	0.0297
Si	2.1776	11.5893	18.2088	-0.0028	-0.0114	0.0127
Si	9.7691	1.8583	19.7662	-0.0043	0.0021	0.0094
Si	4.6405	0.7791	10.6901	0.0145	-0.0409	0.0195
Si	3.0146	2.2068	13.0248	-0.0364	-0.0123	-0.0219
Si	2.2014	7.5642	9.6473	-0.0759	0.0016	0.0127
Si	5.8952	9.6351	15.6307	-0.0043	0.0245	0.065
Si	3.1786	5.0215	14.4383	-0.0277	-0.0269	0.0073
Si	9.6933	7.1341	22.8712	0.0041	0.0046	-0.0099
Si	11.2816	10.2102	20.2583	-0.0061	0.0055	-0.0094
Si	7.3045	-3.5981	11.7448	0.0573	-0.0285	-0.0272
Si	-1.382	7.5465	19.8044	0.0008	-0.0086	-0.0007
Si	3.6105	0.5365	15.7639	-0.0183	0.019	0.0112
Si	9.6274	12.3539	16.5691	0.0063	0.0044	0.0087
Si	7.0649	1.5038	14.7766	0.0145	0.0243	-0.0058
O	4.3305	9.9711	15.7736	0.0221	-0.024	-0.0127
O	10.2502	-0.0632	16.1022	-0.0036	-0.0094	-0.0055
O	8.6886	-0.1066	10.5325	0.1056	0.0016	0.0321
O	0.1652	8.2761	15.0413	-0.0044	0.0051	0.0005
O	4.3782	-4.7883	14.2147	0.026	0.0185	-0.0015
O	2.8232	14.0379	20.1153	-0.0059	-0.002	-0.0017
O	1.8681	5.9936	14.6155	0.0107	-0.0017	-0.0003
O	-1.7695	14.8269	13.8686	-0.0023	-0.0006	0.003
O	-2.8637	1.5341	16.0463	-0.0099	-0.0039	-0.0075
O	-1.0824	4.7853	10.4558	-0.0029	-0.0012	0.0012
O	10.4793	-4.4872	19.0281	-0.0025	0.0186	-0.0047
O	8.3164	7.3595	15.9861	-0.0116	0.0107	-0.0231
O	-3.1835	1.7226	13.3355	-0.0048	-0.0054	0.0092
O	3.4385	12.1626	14.2983	0.001	0.0023	-0.0014
O	1.3612	9.8979	21.4883	0.0025	-0.0091	0.002
O	8.1976	7.1284	13.1534	-0.0102	0.0092	0.0385
O	8.2737	2.2038	20.3316	-0.0015	0.0036	-0.0032
O	10.3034	8.9677	19.9336	0.0187	-0.0034	0.0009
O	4.0507	1.2405	21.568	-0.0003	-0.0026	0.008
O	-3.7107	8.9078	11.3829	-0.0139	-0.0101	0.0388
O	6.8481	4.126	21.5221	0.0023	-0.003	0.0098
O	8.2907	7.8551	18.7613	-0.0077	0.0038	-0.0203
O	12.1946	10.4637	18.925	0.0015	0.0097	0.0042
O	6.5677	6.3033	17.5195	0.0102	0.0037	-0.0092
O	-2.6983	4.4826	16.3872	0.0064	0.0003	-0.0097
O	9.6505	2.1948	11.6927	0.0047	-0.0091	0.001
O	10.7695	10.6909	13.6015	0.0498	0.0062	-0.0408
O	5.9399	2.7032	14.8423	0.0039	-0.0058	0.0005
O	6.4729	10.9127	14.8425	-0.0018	-0.0252	-0.01
O	-0.5076	16.5046	15.4595	0.0038	0.0014	0.0001
O	-2.1779	-1.5504	14.4678	-0.0259	-0.0089	-0.0012
O	4.0018	1.8514	11.7659	-0.0033	-0.017	0.0046
O	-7.3473	11.742	19.0351	-0.0011	0.0011	-0.0022
O	2.7556	7.9373	11.1313	0.0423	0.09	0.0825
O	5.8043	6.8838	12.2071	-0.0218	-0.0471	-0.0199
O	2.1051	-3.8382	19.5524	0.579	0.918	-0.3703
O	6.225	8.2642	14.5413	-0.0014	-0.0144	-0.0184
O	9.1951	6.966	21.2949	0.0028	-0.002	0.0043
O	1.4688	12.7021	12.7463	0.0417	-0.0369	0.0015
O	-0.0585	8.2279	22.9229	0.0051	0.0029	0.0001
O	6.5752	9.0227	16.9894	-0.0119	0.0143	-0.048
O	-3.4179	4.2855	18.9962	-0.0007	0.0019	-0.0115
O	2.2943	0.1827	16.6379	0.009	0.0007	-0.0068
O	-0.0411	3.0561	19.9755	0.0059	0.002	-0.0046
O	1.4535	4.7356	18.5429	0.0186	-0.0178	-0.0083
O	3.9727	10.2329	10.8688	-0.0266	-0.008	0.0852
O	5.398	2.7626	23.2937	0.0021	-0.0021	0.0042
O	3.6776	4.1193	15.7105	-0.0027	0.0035	-0.0043
O	5.5592	13.4781	19.8156	0	-0.0027	0.0016
O	-3.2491	3.9265	11.674	0.003	0.0023	-0.0042
O	4.1012	8.711	13.1863	-0.0426	0.0922	-0.008
O	6.2178	0.5039	11.0405	-0.0813	0.0013	-0.016
O	9.6056	1.4535	18.1819	0.0005	-0.0012	-0.0141
O	-0.6175	13.7513	15.9855	-0.0018	-0.0015	0.0005
O	4.4345	1.6592	16.6292	0.0034	0	-0.0023
O	1.4828	13.0581	18.0967	0.0022	0.001	0.0004
O	5.7489	-7.0716	17.2086	-0.0009	-0.0046	-0.0088
O	1.0401	6.5044	10.0735	0.0133	0.0205	0.0081
O	1.2307	6.9094	17.0184	0.0055	0.0031	-0.005
O	2.0251	10.0749	12.6096	0.0731	-0.0264	-0.0546
O	7.7817	6.3707	10.5681	0.0046	-0.0049	-0.0038
O	11.1945	0.286	10.9528	0.0134	0.0005	0.0171
O	10.3347	11.4986	20.5736	0.0057	-0.0052	-0.0007
O	3.0366	3.8471	13.2804	0.0019	-0.0166	-0.002
H	2.5751	-3.0254	19.2344	-0.5632	-0.8911	0.3546

Results
free energy: -133981.912 eV
free energy less fixed offsets of H -15.97, O -568.88, Si -635.61 eV per atom: -3.982 eV

The program warned: the cutoff lies below the one the program advises for these potential files; the forces do not sum to zero within the program's tolerance; the exchange-correlation potential is rough where the density is thin.
